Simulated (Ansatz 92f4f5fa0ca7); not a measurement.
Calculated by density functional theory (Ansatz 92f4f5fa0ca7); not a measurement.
Periodic cell of 222 atoms, Si131O89P2, from a study of silicon, its oxide and their interface. The atomic structure is a simulated model.

Settings: functional PBE; potential files Ansatz PAW; basis plane waves; wave-function cutoff 700 eV; density cutoff ratio 5; exchange-correlation grid ratio 1; k mesh 2 x 2 x 1, shifted by 0.5 0.5 0.5 of a step; self-consistency stop 5e-08 eV per atom in the density residual; occupations fixed; spin none; net charge 0.

Cell vectors (angstrom)
a	10.938	0	0
b	0	10.938	0
c	0	0	32.1988

Atoms and the computed forces on them: element, x, y, z (angstrom), force x, y, z (eV/angstrom)
Si	10.5934	0.233	24.8724	-0.0239	0.0112	-0.0368
Si	5.7487	10.6884	24.7649	0.0232	-0.0047	-0.0417
Si	2.4821	2.9257	24.6517	-0.0131	0.0103	-0.0403
Si	8.4286	2.468	24.8374	0.0103	-0.0179	-0.033
Si	0.2793	5.1769	24.7626	0.0084	-0.0183	-0.0403
Si	5.1632	5.7564	24.6897	-0.0106	0.0131	-0.0482
Si	2.9437	8.0141	24.6042	0.0105	-0.0102	-0.0464
Si	7.9471	8.4466	24.7465	-0.0037	0.0221	-0.0371
Si	1.3331	1.3902	26.0444	0.0015	0.0096	0.0083
Si	6.8538	1.3167	26.1368	0.007	-0.0101	0
Si	4.0519	4.1146	25.9886	0.0027	-0.0012	0.0142
Si	9.6088	4.0697	26.0878	0.0031	-0.0074	0.0071
Si	1.4042	6.8356	26.0032	0.0037	0.0061	0.0149
Si	6.7731	6.8582	26.031	0.0059	0.0076	0.0157
Si	4.1058	9.5419	26.0054	-0.0041	-0.0042	0.0119
Si	9.474	9.5778	26.1559	-0.0128	-0.0005	-0.0011
Si	2.7288	-0.0039	27.3526	0.0017	-0.0022	-0.0038
Si	8.1667	-0.0153	27.5638	-0.0015	-0.0009	0.0059
Si	0.0095	2.7258	27.4894	0.0004	-0.0013	0.0027
Si	5.4415	2.7518	27.3689	-0.0083	0.0073	-0.0084
Si	2.732	5.4724	27.4268	0.0044	0.0013	-0.0005
Si	8.1862	5.4755	27.3625	-0.0013	0.0016	-0.0117
Si	-0.0005	8.1867	27.3786	0.0065	-0.0099	-0.0113
Si	5.4406	8.2036	27.4504	0.0008	0.0023	0.001
Si	4.0814	1.3733	28.7436	0.0034	-0.0043	-0.0015
Si	9.5768	1.3642	28.8478	-0.0014	0.0059	-0.0382
Si	1.3667	4.1197	28.8108	-0.0002	-0.0048	-0.0278
Si	6.8275	4.1044	28.7476	0.0014	-0.0041	-0.0033
Si	4.0935	6.8248	28.8041	-0.0034	0.0033	-0.0182
Si	9.5603	6.8288	28.7531	0.0028	-0.0005	-0.0031
Si	1.371	9.5655	28.7449	-0.0002	-0.0022	-0.006
Si	6.785	9.553	28.8567	0.0032	-0.0018	-0.0343
Si	0.0172	-0.0176	30.1556	0.0105	-0.0096	0.0021
Si	5.4357	0.0248	30.1596	-0.011	0.0126	-0.003
Si	2.7342	2.7366	30.1458	0.0112	-0.0121	0.0032
Si	8.1903	2.7492	30.1519	-0.0108	0.0092	-0.0024
Si	-0.0126	5.479	30.1505	-0.0101	0.0089	0.0007
Si	5.4747	5.4634	30.1471	0.0095	-0.0056	0.0024
Si	2.7256	8.2076	30.1438	-0.0068	0.009	0.0002
Si	8.2068	8.1923	30.1541	0.0084	-0.0111	-0.0014
Si	1.3673	1.3673	31.515	0.0797	-0.0345	0.046
Si	6.8362	1.3673	31.515	-0.0668	0.0695	-0.0029
Si	4.1018	4.1018	31.515	0.0609	-0.0678	0.0261
Si	9.5708	4.1018	31.515	-0.0779	0.0691	0.0123
Si	1.3673	6.8362	31.515	-0.0532	0.0777	-0.0398
Si	6.8362	6.8362	31.515	0.0289	-0.1086	0.0782
Si	4.1018	9.5708	31.515	-0.1472	0.0337	0.026
Si	9.5708	9.5708	31.515	0.0476	-0.0621	0.0522
Si	2.7345	0	0.6835	0.015	-0.0681	0.0797
Si	8.2035	0	0.6835	-0.1114	0.0423	-0.1675
Si	0	2.7345	0.6835	-0.1431	-0.0066	-0.0265
Si	5.469	2.7345	0.6835	0.081	-0.0233	0.0419
Si	2.7345	5.469	0.6835	-0.0646	0.2051	-0.2038
Si	8.2035	5.469	0.6835	0.0913	-0.119	0.06
Si	0	8.2035	0.6835	0.077	-0.095	0.0394
Si	5.469	8.2035	0.6835	-0.0334	0.1015	-0.0668
Si	4.1115	1.3605	2.0503	0.0123	-0.0146	0.0054
Si	9.5477	1.3667	2.0456	-0.0056	0.0009	0.0056
Si	1.3449	4.1388	2.0225	-0.0109	0.0122	-0.0031
Si	6.8487	4.0909	2.0587	0.0151	-0.008	0.0038
Si	4.0891	6.8518	2.0425	0.0055	0.0086	0.0094
Si	9.5713	6.8357	2.053	0.0009	-0.0056	0.0006
Si	1.3724	9.5611	2.0576	0.01	-0.0141	0.001
Si	6.8314	9.5821	2.0458	-0.0111	0.0105	-0.0031
Si	-0.0468	-0.0338	3.3776	-0.0136	0.0037	0.0237
Si	5.4815	-0.0031	3.4491	0.0012	0.0003	-0.0079
Si	2.7352	2.7901	3.3257	-0.0044	-0.0102	0.0391
Si	8.1856	2.6991	3.463	0.0027	-0.0009	-0.0003
Si	-0.0022	5.4781	3.4423	-0.0036	-0.0005	0.0179
Si	5.4876	5.5048	3.3704	-0.0158	0.0002	0.0097
Si	2.7525	8.2125	3.4589	-0.0112	-0.0109	0.0026
Si	8.1973	8.2134	3.3901	0.0113	-0.0057	0.0181
Si	1.3088	1.4352	4.5959	-0.0129	-0.0036	-0.0043
Si	6.8347	1.3163	4.8843	0.0014	-0.0073	0.0125
Si	4.1311	4.1248	4.6924	0.0127	0.0065	0.0012
Si	9.5547	4.0919	4.7939	0.0033	-0.0135	0.0044
Si	1.3856	6.8349	4.8227	0.0069	0.006	0.0013
Si	6.8068	6.8938	4.7543	-0.0101	0.0081	-0.0001
Si	4.1339	9.5811	4.8468	0.0166	-0.0113	0.026
Si	9.5473	9.5324	4.7947	-0.0153	0.0015	0.0005
Si	2.7106	0.1774	5.9474	0.0002	0.0262	-0.0002
Si	8.181	-0.1109	6.2689	-0.011	-0.0013	-0.0368
Si	-0.013	2.6819	6.1095	0.0059	-0.0234	-0.0007
Si	5.369	2.7131	6.13	-0.0031	0.0352	-0.0108
Si	2.8135	5.4583	6.1249	0.0037	0.0186	0.0038
Si	8.1178	5.4542	6.0732	0.0152	-0.0123	-0.0018
Si	0.0032	8.1899	6.1836	-0.0067	0.0185	-0.0133
Si	5.5174	8.2259	6.2781	0.0169	0.0033	-0.0442
P	3.9079	1.4791	7.4257	-0.0236	0.0164	0.0137
Si	9.7788	1.0973	7.4747	0.0224	-0.0139	0.033
Si	1.7051	3.7547	7.2926	-0.0064	0.0063	-0.0013
Si	6.5499	4.3298	7.456	-0.0049	0.0144	0.0345
Si	4.3712	6.6045	7.5299	0.0146	-0.0083	0.0488
Si	9.3578	6.9032	7.436	-0.0125	-0.0062	0.0466
Si	1.1659	9.959	7.2874	-0.0052	0.034	0.0313
Si	7.1712	9.1928	7.7484	0.0281	-0.0352	0.0887
O	8.3189	8.0382	8.0156	-0.0144	-0.004	0.0046
O	2.7974	2.6388	7.8854	0.0265	-0.0351	0.0124
O	9.5247	1.3559	24.2772	0.0015	-0.0004	-0.0224
O	4.0589	6.8718	24.1278	0.0005	0.0042	-0.0125
O	0.0201	0.0269	7.9672	0.0116	0.0104	0.0194
O	5.4639	5.4565	8.0179	0.0003	0.0013	0.0155
O	6.8549	9.5781	24.2133	-0.0026	-0.0031	-0.0176
O	1.3699	4.0659	24.1761	0.0022	-0.0057	-0.0162
O	3.8235	7.3466	8.922	-0.0065	-0.003	-0.0203
O	1.0691	4.4079	8.6498	-0.0054	0.0095	0.0014
O	9.8796	6.0222	8.746	0.0097	0.0191	-0.0104
O	2.178	9.4325	8.4708	-0.026	-0.0285	0.0075
O	7.3607	3.7791	8.7825	-0.0081	-0.0204	0.0018
O	6.7508	9.5732	9.3031	0.0023	-0.0086	-0.0201
O	9.0148	1.6948	8.8132	-0.0024	0.0105	0.0049
O	7.7002	3.144	23.535	-0.0084	0.0019	-0.0004
O	10.506	5.8567	23.4539	0.0046	0.011	0.0049
O	5.1105	0.4631	23.4357	-0.0011	0.0067	0.0059
O	5.8738	5.1019	23.3579	-0.0066	-0.0086	0.012
O	3.1084	2.2159	23.2896	0.0144	0.0073	0.0105
O	2.309	8.7304	23.2386	-0.0096	-0.0131	0.0149
O	8.6325	7.7717	23.4083	0.0076	0.0019	0.0095
O	0.2427	10.3477	23.5978	0.0075	-0.0018	0.004
Si	4.399	1.5801	22.4941	0.0023	0.0016	-0.0001
Si	3.5579	7.9417	14.0689	-0.0049	0.0004	0.0017
Si	7.1632	0.9781	14.7323	0.0052	-0.0029	-0.0006
Si	0.9595	9.3676	22.5345	-0.0036	0.0033	0.0004
Si	1.2767	4.3116	11.9088	0	0.0047	-0.0045
Si	6.3329	8.9741	15.3705	0.0031	0.0006	0.0033
Si	0.7224	1.3828	12.3294	0.0062	-0.0021	-0.0063
Si	8.6591	4.9587	20.5386	0.001	-0.0003	0.0024
Si	0.417	5.7055	9.3628	0.0056	0.0105	-0.0018
Si	5.1474	3.1381	18.0307	-0.0016	-0.001	-0.0009
Si	0.914	3.7435	16.7543	0.0009	0.0017	0.0057
Si	10.4516	2.8703	19.2616	0.0047	0.0005	0.0088
P	5.1109	1.0866	10.5687	-0.0252	-0.0118	-0.0195
Si	0.9257	0.1933	19.8664	0.0033	0.0074	0.0074
Si	6.7623	9.4686	10.9511	0.008	0.0035	0.0065
Si	9.3814	9.6894	18.3509	0.0058	-0.0012	-0.0009
Si	9.4993	9.2315	12.608	0.0035	0.0015	-0.0025
Si	6.5788	3.8479	22.5933	0.0034	-0.0054	-0.0012
Si	2.4507	8.1148	9.3739	-0.0107	-0.0037	-0.0042
Si	10.6388	7.3721	17.1186	-0.0045	0.0055	0.0011
Si	2.5527	6.3022	16.6068	0.0008	0.0011	-0.0012
Si	10.2389	4.4973	14.1789	0.0016	0.0019	0.0061
Si	6.1812	9.195	18.5583	0.0031	-0.005	-0.0041
Si	7.7911	2.4408	9.6013	-0.0095	-0.0059	-0.0045
Si	8.9038	2.1392	12.4462	0.0033	-0.0044	-0.0027
Si	5.383	6.2541	18.1093	0.0046	0.0022	0.0059
Si	3.9572	0.5572	19.5121	-0.0074	0.0029	0.011
Si	4.3895	3.8673	12.1897	-0.0051	-0.0033	0.0034
Si	5.6228	6.6229	12.2096	-0.0009	-0.0044	0.0076
Si	8.0496	2.5191	17.2831	0.0045	-0.0026	0.0015
Si	4.408	2.5176	15.0484	-0.0021	0.0027	0.0004
Si	1.5923	1.2197	15.2914	0.0023	-0.0024	0.0046
Si	1.6605	9.4348	12.0673	0.0065	-0.0009	-0.0037
Si	8.1296	6.8705	13.9358	0.0039	-0.0044	0.0073
Si	10.448	9.8398	15.5224	0.0014	-0.0005	0.0005
Si	9.8198	7.0319	22.5676	0.0024	0.0001	-0.0021
Si	8.1522	5.491	17.4389	0.0005	-0.006	0.004
O	6.1484	7.9676	11.3622	-0.0017	0.0107	0.0033
O	6.0572	9.2136	16.9434	0.0155	-0.0044	0.0063
O	7.7817	1.3605	13.2901	0.017	0.0027	0.001
O	0.9172	1.7469	13.9086	0.0091	-0.018	-0.004
O	9.4886	6.2455	16.9243	-0.0006	0.0023	-0.0014
O	6.8176	6.2329	13.2379	0.0152	0.0201	0.0008
O	5.1805	4.6812	18.6822	0.0038	-0.0045	-0.0142
O	9.2698	2.1739	18.3299	-0.0036	0.0286	-0.0041
O	2.4063	0.1036	19.0988	0.0128	0.0067	0.0103
O	9.464	10.2374	16.7894	0.0185	-0.0159	0.0119
O	2.8934	4.3898	11.7601	-0.0057	0.0053	0.0138
O	5.1071	10.3306	19.1489	-0.0031	-0.0009	-0.0084
O	9.4748	3.3203	13.3793	0.0071	0.0023	-0.008
O	0.5096	1.7857	19.9828	-0.0004	0.0136	-0.0131
O	3.205	1.3889	15.0883	-0.0003	0.0189	0.0008
O	8.1995	5.3773	19.0505	0.0104	-0.0092	-0.0095
O	3.9368	6.5871	17.4235	-0.008	-0.0032	-0.0067
O	4.6061	3.2842	16.4851	0.0115	-0.0195	0.0092
O	9.1386	5.6788	14.3663	-0.0012	-0.0086	0.0031
O	5.4497	2.7724	22.1367	-0.0015	-0.0034	0.017
O	10.7003	4.0819	15.6717	0.0158	-0.0032	0.0015
O	0.3722	3.885	18.2898	-0.0069	-0.017	-0.0101
O	10.4652	10.536	19.2374	0.0013	-0.0091	-0.0062
O	9.7311	10.031	14.0547	0.0206	-0.0271	0.0069
O	10.9191	8.1374	22.1025	0.0003	0.0031	0.0183
O	1.2514	2.1613	16.5719	0.0006	0.0069	-0.0211
O	9.7914	3.7794	20.4519	-0.0139	0.0082	-0.0269
O	8.1667	4.0374	16.7163	0.0018	-0.011	0.0247
O	0.0602	9.0806	11.9449	0.0102	0.0064	0.0125
O	6.6331	2.4406	18.0921	0.0056	0.0103	-0.0196
O	5.8017	10.7494	11.4536	0.0272	-0.0093	0.0151
O	7.7939	9.6057	18.8763	0.0041	0.0066	-0.009
O	10.0795	1.0468	12.0564	0.0005	0.0338	0.0194
O	1.2421	7.0744	9.0985	0.0173	-0.0062	0.0282
O	0.7051	4.7869	13.3713	-0.0039	-0.0196	-0.0029
O	5.7463	7.633	19.023	-0.008	0.0016	-0.013
O	5.3266	5.1049	11.6031	-0.0045	-0.0081	-0.0174
O	2.7601	7.0148	15.1543	0.012	0.0064	0.0043
O	0.9818	2.7524	11.4981	-0.0069	0.0024	0.018
O	0.9307	10.6846	15.5909	-0.0208	0.0009	-0.0063
O	2.4898	8.6451	10.9049	-0.0151	-0.0008	-0.0038
O	4.9739	2.4277	11.5819	0.0208	0.0137	0.026
O	4.2903	3.6205	13.8291	0.0085	-0.0212	-0.0043
O	2.2153	4.7004	16.4831	-0.0137	-0.0006	0.0078
O	10.7573	8.2499	15.7369	-0.0053	0.0161	0.0184
O	6.9674	10.3134	14.7284	-0.0112	0.0036	0.0144
O	2.4364	8.9787	13.4445	0.0105	-0.0069	-0.0022
O	8.0645	1.5209	15.9915	-0.0172	0.0053	0.0005
O	4.1862	7.0083	12.8904	0.0107	0.0132	0.0063
O	4.2246	2.026	18.81	0.0143	-0.0032	-0.0019
O	7.3254	4.4066	21.2766	0.0163	0.0023	0.0146
O	8.3027	2.8153	11.0943	0.0026	-0.0207	-0.004
O	1.2311	6.8777	17.4043	0.0101	-0.01	-0.0086
O	5.7113	1.6329	14.801	0.0105	0.0075	0.008
O	8.2814	9.7358	11.5909	-0.0305	-0.004	-0.0123
O	9.2111	6.3079	21.2539	0.0001	-0.0147	0.0126
O	9.0393	7.7127	12.9083	-0.0136	0.0144	0.0146
O	1.7068	0.1409	11.9201	-0.019	-0.0013	0.0204
O	6.6859	6.159	17.0987	-0.0004	0.003	0.0005
O	7.4959	7.8369	15.1088	0.0009	0.0065	-0.003
O	1.2433	10.3079	21.2431	-0.0112	-0.0116	-0.0004
O	10.0694	8.2087	18.3898	0.0011	0.0136	-0.0275
O	3.9587	0.8259	21.1274	0.0064	0.0071	-0.0098
O	0.4513	5.3349	10.9354	0.0113	-0.0089	-0.012
O	6.4518	1.4931	9.7092	0.04	0.0316	0.0024
O	4.8555	8.6927	14.7246	-0.0002	-0.005	-0.0046

Results
free energy: -135421.721 eV
free energy less fixed offsets of O -569.03, P -756.45, Si -635.61 eV per atom: -0.241 eV

The program warned: the cutoff lies below the one the program advises for these potential files; the forces do not sum to zero within the program's tolerance; the exchange-correlation potential is rough where the density is thin.
